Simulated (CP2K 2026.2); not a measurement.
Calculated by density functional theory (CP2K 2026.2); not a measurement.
Periodic cell of 504 atoms, Si360O144, from a study of silicon, its oxide and their interface. The atomic structure is a simulated model.
Doubt: the forces sum to 2.76 eV/angstrom along one axis rather than to zero, so they err by at least 0.0055 eV/angstrom per atom on average; the grid cutoff is modest.

Settings
functional: PBE
method: Gaussian and plane waves
basis set: DZVP-MOLOPT-SR-GTH
pseudopotentials: GTH-PBE
grid cutoff: 300 Ry, relative cutoff 40 Ry
k points: Gamma only
occupations: fixed
spin: none
net charge: 0

Cell vectors (angstrom)
a 16.32 0 0
b 0 16.32 0
c -1.5617 5.1771 33.0833

Atoms and the computed forces on them: element, x, y, z (angstrom), force x, y, z (eV/angstrom)
Si 1.156 -1.085 -0.309 0.266 -0.276 0.66
Si 3.8 1.835 0.034 0.279 -0.441 0.581
Si 1.403 3.877 0.399 -0.025 0.249 0.754
Si 4.339 6.533 0.213 -0.027 0.097 0.758
Si 1.074 -6.696 0.092 0.307 -0.081 0.741
Si 4.475 -4.44 -0.07 -0.31 0.269 0.676
Si 7.085 -1.658 -0.225 -0.293 0.336 0.699
Si 9.765 1.243 -0.095 -0.216 0.083 0.736
Si 6.467 4.298 0.206 0.185 -0.002 0.715
Si 9.533 6.576 0.328 -0.116 0.34 0.618
Si 6.79 9.761 0.373 -0.038 -0.245 0.64
Si -7.094 -3.949 0.193 0.27 0.002 0.756
Si -4.299 -0.974 -0.105 0.021 -0.178 0.748
Si -1.056 1.172 0.104 -0.153 0.06 0.735
Si -4.409 4.415 0.086 0.375 -0.394 0.56
Si -1.551 7 0.048 0.101 -0.191 0.8
Si -3.762 -7.063 0.135 -0.183 0.026 0.752
Si -1.1 -4.444 0.063 -0.04 0.176 0.761
Si 2.747 -0.007 1.124 0.002 0.043 -0.035
Si 5.35 2.764 1.505 0.005 0.005 -0.052
Si 2.711 5.454 1.512 0.024 0.029 -0.032
Si 5.511 8.124 1.466 0.017 0.015 -0.049
Si 2.778 -5.497 1.237 -0.012 -0.029 -0.07
Si 5.459 -2.703 1.188 0.009 0.006 -0.088
Si 8.138 0.021 1.124 0.032 -0.006 -0.058
Si -5.425 2.705 1.34 0.023 0.007 -0.034
Si 8.045 5.373 1.588 -0.047 -0.005 -0.036
Si -5.483 8.22 1.388 0.02 -0.018 -0.04
Si 8.163 -5.326 1.735 0.027 -0.003 0.049
Si -5.384 -2.689 1.186 0.006 0.027 -0.062
Si -2.716 0.035 1.315 -0.011 -0.01 -0.033
Si -0.036 2.613 1.632 -0.049 0.016 0.01
Si -2.713 5.428 1.352 -0.018 0.03 -0.039
Si -0.045 8.125 1.461 -0.02 -0.002 -0.051
Si -2.666 -5.488 1.457 0.009 0.015 -0.064
Si 0.078 -2.714 1.134 0.002 -0.003 -0.031
Si 1.436 1.227 2.754 0.061 -0.015 0.039
Si 4.026 4.088 2.896 -0.014 -0.003 0.039
Si 1.347 6.818 2.807 -0.001 0.009 0.019
Si 4.061 9.497 2.72 -0.004 -0.002 0.035
Si 1.433 -4.056 2.58 -0.036 -0.031 0.003
Si 4.083 -1.35 2.547 -0.021 -0.015 -0.005
Si 6.805 1.314 2.629 0.039 0.01 0.001
Si 9.498 3.987 2.776 0.052 0.005 0.02
Si 6.794 6.81 2.908 -0.017 0.003 0.046
Si 9.576 -6.771 2.854 0.014 -0.048 0.03
Si 6.699 -3.945 2.826 -0.047 0.057 0.043
Si -6.805 -1.331 2.575 -0.022 -0.008 0.022
Si -4.034 1.398 2.715 -0.019 -0.006 0.019
Si -1.415 4.079 2.79 -0.011 0.037 0.017
Si -4.107 6.796 2.734 -0.001 0.006 0.051
Si -1.352 -6.826 2.844 -0.003 -0.018 0.045
Si -4.076 -4.044 2.653 -0.013 0.009 -0.008
Si -1.337 -1.418 2.589 0.026 -0.005 0.015
Si 0 -0.09 4.045 -0.014 0.014 -0.027
Si 2.695 2.653 4.156 -0.013 0.003 0.002
Si -0.021 5.431 4.122 -0.006 -0.013 -0.009
Si 2.711 8.183 4.133 0.049 -0.001 -0.005
Si 0.063 -5.393 4.044 0.01 -0.003 -0.043
Si 2.748 -2.705 3.987 0.014 -0.001 -0.019
Si 5.435 -0.027 3.991 -0.033 0.002 0.008
Si 8.134 2.634 4.092 -0.019 -0.002 -0.028
Si 5.413 5.443 4.213 -0.008 0.002 -0.018
Si 8.193 -8.14 4.185 0.004 -0.004 -0.013
Si 5.384 -5.419 4.098 0.014 -0.016 -0.01
Si 8.17 -2.624 4.069 0.035 0 -0.029
Si -5.447 0.002 4.004 0.01 -0.013 -0.035
Si -2.743 2.729 4.144 -0.026 -0.017 0.02
Si -5.458 5.409 4.094 0.024 0.036 -0.029
Si -2.749 8.135 4.141 -0.021 -0.001 -0.023
Si -5.386 -5.377 4.116 0.016 0 0.009
Si -2.693 -2.724 4.018 0.017 0.013 -0.008
Si 1.363 -1.343 16.34 0.008 0.003 -0.003
Si 4.046 1.337 16.33 -0.012 0.001 0.004
Si 1.341 4.062 16.315 0.004 -0.022 -0.008
Si 4.086 6.756 16.308 0.008 -0.004 0.014
Si 1.368 -6.78 16.296 0.008 -0.003 0.002
Si 4.077 -4.07 16.318 0.008 -0.02 0
Si 6.786 -1.317 16.303 -0.027 0.009 0.004
Si -6.801 1.405 16.313 0.009 -0.004 -0.009
Si 6.803 4.088 16.36 0.028 0 0.024
Si -6.802 6.771 16.31 -0.022 0.009 0.024
Si 6.775 -6.816 16.242 -0.004 0.02 -0.018
Si -6.782 -4.1 16.284 0.012 0.005 0.018
Si -4.03 -1.332 16.281 0.009 0.005 -0.015
Si -1.354 1.349 16.352 -0.001 -0.002 0.005
Si -4.095 4.075 16.313 0 -0.004 0.002
Si -1.365 6.798 16.329 0.003 -0.001 0.012
Si -4.079 9.495 16.314 0.013 -0.008 0.007
Si -1.347 -4.061 16.319 -0.016 0.012 0.027
Si 2.698 -0.001 17.753 -0.006 -0.021 0.008
Si 5.407 2.698 17.658 -0.025 -0.03 0.018
Si 2.675 5.434 17.664 0.023 0.019 -0.002
Si 5.495 8.102 17.623 0.012 -0.01 -0.003
Si 2.723 -5.439 17.678 -0.012 0.022 0.044
Si 5.408 -2.656 17.657 -0.001 0.022 0.014
Si 8.158 0.048 17.649 0.008 0.035 0.026
Si -5.482 2.778 17.709 -0.019 -0.004 -0.006
Si 8.185 5.447 17.743 0 -0.01 0.017
Si -5.437 8.112 17.664 0.005 0.005 0.034
Si 8.119 -5.463 17.582 0.01 -0.036 0.019
Si -5.368 -2.725 17.579 0.001 -0.013 -0.01
Si -2.721 0.005 17.724 0.028 -0.011 0.036
Si 0.038 2.677 17.709 0.012 0.026 -0.01
Si -2.717 5.399 17.669 -0.014 0.006 0.022
Si 0.018 -8.136 17.652 0.015 -0.014 -0.001
Si -2.702 -5.455 17.645 0.006 -0.004 0.004
Si -0.013 -2.673 17.694 0.013 0.002 0.032
Si 1.31 1.302 19.166 -0.016 -0.003 0.027
Si 3.978 4.006 18.985 -0.011 -0.032 0
Si 1.355 6.84 19.035 -0.002 0.005 -0.016
Si 4.108 -6.899 18.93 -0.057 -0.001 -0.015
Si 1.383 -4.006 19.029 0.026 -0.006 -0.036
Si 4.083 -1.33 19.121 0.012 -0.012 0.004
Si 6.807 1.414 19.045 -0.014 -0.002 -0.01
Si -6.788 4.128 19.178 0.028 0.008 0.02
Si 6.83 6.814 19.099 0.012 0.061 0.021
Si -6.907 9.44 18.936 -0.036 -0.052 -0.025
Si 6.819 -4.024 18.905 0.026 0.016 -0.031
Si 9.597 -1.349 18.873 -0.001 0.007 -0.048
Si -4.117 1.412 19.019 0.002 -0.004 -0.03
Si -1.317 4.057 19.015 0.023 0.019 -0.019
Si -4.069 6.739 19.046 -0.026 0.011 -0.026
Si -1.313 -6.772 19.017 0.009 0 0.015
Si -4.064 -4.097 18.974 -0.027 0.023 -0.004
Si -1.371 -1.354 19.133 -0.005 -0.004 -0.044
Si -0.077 0.018 20.629 -0.049 -0.004 0.07
Si 2.674 2.673 20.487 -0.009 0.016 0.064
Si -0.023 5.485 20.375 -0.015 -0.006 0.043
Si 2.766 8.15 20.413 0.05 -0.003 0.013
Si 0.042 -5.389 20.371 0.007 0.027 0.043
Si 2.695 -2.661 20.502 -0.055 0.025 0.062
Si 5.526 0 20.439 0.014 -0.031 0.043
Si 8.063 2.838 20.497 -0.007 0.012 0.042
Si 5.325 5.426 20.24 0.014 0.018 -0.006
Si 8.212 8.131 20.548 0.027 -0.02 0.061
Si 5.451 -5.45 20.135 -0.009 -0.014 0.021
Si 8.304 -2.727 20.208 -0.018 -0.054 0.008
Si -5.485 0.009 20.314 -0.004 0.001 0.045
Si -2.707 2.738 20.358 0.007 -0.014 0.03
Si -5.388 5.463 20.591 -0.005 -0.008 0.097
Si -2.664 -8.178 20.307 0.017 -0.028 0.041
Si -5.562 -5.445 20.148 -0.018 0.039 0.014
Si -2.72 -2.825 20.426 0.023 -0.015 0.02
Si 1.071 -1.587 21.928 0.218 0.128 -0.77
Si 4.397 1.625 21.718 -0.137 -0.125 -0.775
Si 1.435 4.268 21.73 -0.107 -0.221 -0.612
Si 3.798 6.443 21.674 0.128 0.265 -0.681
Si 1.671 -6.502 21.616 -0.095 -0.13 -0.801
Si 3.927 -4.376 21.513 -0.06 0.209 -0.762
Si 7.219 -1.24 21.583 -0.334 -0.021 -0.653
Si -7.101 1.128 21.601 0.099 0.132 -0.758
Si 6.408 4.095 21.781 0.305 0.101 -0.596
Si -6.376 7.134 21.973 -0.345 -0.277 -0.76
Si 7.022 -6.423 21.543 0.002 -0.243 -0.728
Si 9.349 -4.289 21.634 0.222 0.19 -0.684
Si -3.995 -1.266 21.6 -0.175 -0.229 -0.736
Si -1.875 1.094 21.836 0.484 0.294 -0.737
Si -3.658 4.345 21.769 -0.248 -0.062 -0.744
Si -1.525 6.681 21.754 0.19 0.151 -0.718
Si -4.311 -6.936 21.332 0.035 -0.119 -0.665
Si -1.088 -3.907 21.806 -0.222 -0.121 -0.793
Si 0.958 -4.761 -4.196 0.01 -0.129 0.148
Si -7.26 6.077 -2.541 -0.054 -0.093 0.036
Si -3.858 -7.371 25.606 -0.176 0.043 -0.103
Si 2.559 4.356 -6.706 0.167 -0.046 -0.075
Si 5.691 -2.839 23.598 0.091 0.001 -0.009
Si 4.56 2.351 -5.678 -0.089 0.16 -0.076
Si -0.707 0.232 -4.265 -0.099 0.08 -0.063
Si 4.337 -2.069 -5.011 -0.051 0.037 -0.092
Si 6.242 2.115 25.116 0.088 0.012 0.005
Si 0.402 8.034 23.843 -0.09 -0.043 -0.109
Si -2.993 -5.267 23.658 0.051 0.036 -0.032
Si -5.147 -3.081 23.897 -0.068 -0.035 -0.201
Si 3.834 -5.241 -2.746 -0.017 0.054 0
Si -0.285 5.083 -2.024 -0.103 0.006 0.085
Si -2.829 2.802 24.173 -0.067 -0.23 -0.173
Si 3.283 2.068 -2.807 0.142 0.089 0.095
Si -1.416 -6.533 -4.505 0.07 0.031 -0.09
Si -3.699 5.391 -5.507 -0.08 0.023 0.057
Si -4.932 -6.494 -2.672 -0.086 -0.093 0.061
Si 2.924 -7.908 -1.881 -0.117 -0.049 0.097
Si -7.169 2.68 24.135 -0.106 -0.105 0.055
Si 5.262 -4.785 25.737 -0.001 0.023 -0.074
Si -2.368 1.002 -6.671 0.004 -0.198 -0.03
Si -4.061 1.129 -4.168 0.069 -0.026 0.145
Si -3.012 7.614 -3.736 0.036 -0.093 0.122
Si 1.79 5.767 25.134 0.111 0.114 -0.071
Si 6.775 -1.518 -3.389 0.052 0.043 0.094
Si 6.747 -7.187 24.401 -0.048 -0.012 0.063
Si -6.267 1.577 -5.893 0.171 -0.027 -0.038
Si 6.64 -5.726 -4.076 -0.024 -0.176 0.115
Si -8.152 3.072 -2.124 0.087 0.026 0.122
Si 4.453 -0.081 24.256 0.145 0.078 -0.029
Si 2.395 -3.861 -6.61 0.114 0.025 -0.072
Si -3.613 -6.434 -6.789 0.059 0.007 0.026
Si -6.848 -7.044 25.649 0.092 -0.014 -0.072
Si 2.041 4.655 -3.788 0.027 0.014 0.041
Si 2.296 -4.1 25.898 0.039 -0.04 -0.029
Si 7.243 1.399 -4.674 -0.023 -0.01 0.196
Si 1.97 -0.711 -3.257 0.067 -0.165 0.131
Si -2.917 -1.32 -2.949 -0.068 0.058 0.042
Si -4.996 -4.693 -4.953 0.003 0.012 -0.14
Si 5.776 6.223 23.999 0.029 -0.108 -0.281
Si -0.048 3.684 24.572 0.024 -0.041 -0.183
Si -1.748 2.486 -2.699 0.041 -0.02 -0.08
Si 6.87 7.449 -4.369 -0.025 0.049 0.062
Si -1.618 -4.006 -2.9 0.106 -0.037 0.024
Si -4.316 5.32 -2.732 -0.123 -0.104 0.127
Si -7.969 -3.478 -5.056 -0.009 -0.074 0.099
Si 3.984 6.954 -4.085 0.058 0 0.058
Si -6.363 5.563 24.693 0.083 0.155 0.009
Si 1.861 -1.09 24.952 0.036 -0.057 -0.063
Si -5.044 1.538 25.936 0.096 0.017 -0.063
Si 4.158 4.243 25.481 0.017 -0.038 0.038
Si -7.654 -6.121 -1.815 0.059 -0.082 0.099
Si 1.371 -1.406 5.411 0.004 -0.015 -0.007
Si 4.111 1.316 5.437 0.019 -0.014 0.001
Si 1.327 4.046 5.47 0.009 0.007 0.004
Si 4.051 6.82 5.514 -0.015 -0.009 0.012
Si 1.364 9.563 5.46 -0.001 0.012 -0.001
Si 4.045 -4.057 5.436 -0.011 -0.001 0.001
Si 6.794 -1.319 5.432 -0.001 0.006 -0.006
Si 9.522 1.315 5.437 0.012 -0.015 -0.007
Si 6.806 4.034 5.47 0.013 0.026 -0.005
Si -6.785 6.777 5.489 0.022 0 0.003
Si 6.786 -6.758 5.462 -0.009 -0.003 -0.02
Si -6.804 -4.03 5.422 -0.013 -0.01 -0.007
Si -4.073 -1.358 5.372 -0.008 0.004 -0.01
Si -1.344 1.322 5.412 0.02 0.026 -0.02
Si -4.104 4.078 5.486 -0.006 0.004 0.002
Si -1.371 6.791 5.485 -0.01 -0.012 -0.008
Si -4.064 -6.775 5.476 -0.021 -0.01 0.005
Si -1.338 -4.073 5.405 -0.007 -0.004 -0.003
Si 2.725 -0.033 6.779 0.006 0.013 0
Si 5.44 2.688 6.821 0 -0.02 -0.001
Si 2.69 5.424 6.825 0.002 0.004 0
Si 5.44 -8.135 6.83 -0.006 0 -0.009
Si 2.714 -5.413 6.826 -0.005 0.013 0.004
Si 5.441 -2.71 6.777 0.013 -0.008 -0.001
Si 8.154 0.002 6.818 -0.016 0.001 0.008
Si -5.461 2.695 6.808 -0.003 0.029 0.006
Si -8.16 5.413 6.823 0.019 -0.009 -0.002
Si -5.433 -8.149 6.822 0.003 -0.001 -0.005
Si -8.156 -5.401 6.797 -0.002 0.002 0
Si -5.424 -2.698 6.777 -0.006 0.004 0.001
Si -2.727 -0.013 6.77 -0.01 0 -0.003
Si -0.022 2.685 6.814 0.005 0.008 0
Si -2.727 5.43 6.835 -0.012 -0.003 0.002
Si 0 8.177 6.806 -0.007 0.012 -0.006
Si -2.686 -5.424 6.803 0.019 -0.026 -0.004
Si 0.006 -2.732 6.792 0.013 -0.012 0.007
Si 1.368 1.337 8.147 -0.003 0.018 -0.003
Si 4.071 4.064 8.163 -0.001 0.007 -0.007
Si 1.345 6.804 8.172 0.002 -0.014 -0.002
Si 4.076 -6.781 8.179 0.014 0.011 0.004
Si 1.349 -4.075 8.18 -0.01 -0.027 0.022
Si 4.083 -1.37 8.155 -0.001 -0.008 0.002
Si 6.804 1.354 8.185 0.024 0.022 0.019
Si -6.803 4.061 8.179 -0.004 -0.008 0.011
Si 6.798 6.797 8.165 -0.01 0.006 -0.009
Si -6.806 -6.783 8.157 -0.014 -0.008 -0.004
Si 6.797 -4.058 8.158 0 -0.011 0.005
Si -6.793 -1.363 8.157 -0.004 -0.004 0.003
Si -4.08 1.344 8.151 0.002 0.004 -0.006
Si -1.369 4.059 8.176 -0.005 -0.012 0.005
Si -4.077 6.807 8.181 0.008 0.01 0.002
Si -1.352 -6.793 8.173 0 0.015 0.009
Si -4.071 -4.067 8.143 -0.002 -0.002 -0.005
Si -1.362 -1.363 8.139 0.008 0.003 -0.006
Si -0.003 -0.008 9.506 -0.001 0.006 0.002
Si 2.712 2.706 9.52 0.002 -0.008 0.003
Si -0.008 5.433 9.527 -0.004 0.012 0
Si 2.716 -8.158 9.526 -0.002 0 -0.002
Si 0 -5.44 9.536 0.004 -0.011 0.005
Si 2.723 -2.718 9.522 0.001 0.001 -0.002
Si 5.436 -0.01 9.524 -0.002 0.004 -0.007
Si -8.161 2.713 9.541 -0.018 0.012 0.012
Si 5.431 5.435 9.516 0.006 -0.005 0
Si -8.161 -8.155 9.516 0.013 0.01 -0.001
Si 5.445 -5.426 9.525 -0.001 0 0.003
Si -8.156 -2.713 9.523 0.006 -0.011 0.003
Si -5.439 -0.005 9.521 -0.012 0 0.002
Si -2.731 2.704 9.524 -0.001 0.011 0.008
Si -5.441 5.435 9.522 -0.002 -0.004 -0.008
Si -2.712 -8.156 9.531 0.002 0 -0.002
Si -5.434 -5.427 9.509 0.008 -0.007 -0.002
Si -2.717 -2.716 9.513 -0.005 -0.007 0.004
Si 1.36 -1.357 10.871 0.008 -0.006 -0.005
Si 4.074 1.351 10.879 0.012 0.002 0.003
Si 1.358 4.074 10.883 -0.001 0.005 -0.002
Si 4.075 -9.525 10.881 -0.004 0.002 0.001
Si 1.357 -6.804 10.889 -0.012 0.015 0.002
Si 4.081 -4.076 10.884 0.005 -0.006 0.002
Si 6.803 -1.356 10.887 -0.003 -0.002 0.005
Si -6.797 1.352 10.889 0.01 0.012 0.002
Si -9.528 4.08 10.878 0.012 -0.005 0.003
Si -6.802 -9.52 10.871 -0.001 0 -0.003
Si -9.518 -6.796 10.879 -0.012 -0.005 -0.003
Si -6.795 -4.075 10.881 -0.011 -0.001 -0.003
Si -4.076 -1.362 10.881 0.005 0.003 -0.005
Si -1.358 1.353 10.875 -0.002 0.003 -0.007
Si -4.084 4.073 10.88 -0.002 0.009 -0.001
Si -1.36 6.795 10.892 -0.006 -0.003 0.012
Si -4.078 -6.792 10.873 -0.002 -0.003 0.003
Si -1.362 -4.074 10.88 0.002 -0.017 0.002
Si 2.71 0 12.241 -0.011 0 -0.003
Si 5.433 2.716 12.231 -0.003 0.014 -0.012
Si 2.719 5.433 12.247 0.011 0.003 0.005
Si 5.439 -8.162 12.233 0.008 0.01 0.004
Si 2.715 -5.437 12.237 0.003 -0.021 -0.001
Si 5.44 -2.716 12.241 -0.007 -0.007 -0.006
Si 8.158 0.005 12.255 -0.008 -0.005 0.005
Si -5.44 2.718 12.242 -0.004 -0.002 -0.001
Si -8.163 5.441 12.227 -0.01 0.002 -0.003
Si -5.434 -8.164 12.224 0.003 0.007 -0.003
Si -8.156 -5.439 12.239 0.017 -0.003 0.002
Si -5.439 -2.714 12.246 0.002 -0.011 0.004
Si -2.714 -0.003 12.239 -0.001 0.004 0.004
Si -0.008 2.718 12.24 -0.001 -0.005 0.001
Si -2.725 5.43 12.241 -0.009 -0.011 0
Si 0.003 8.154 12.253 0.01 0 0
Si -2.718 -5.438 12.237 -0.002 0.008 -0.005
Si 0.007 -2.715 12.23 0.002 0.011 -0.007
Si 1.353 1.363 13.601 0 0.007 -0.008
Si 4.082 4.065 13.6 0.024 -0.028 0
Si 1.361 6.79 13.615 -0.002 -0.002 0.01
Si 4.071 -6.804 13.585 -0.014 0.019 -0.009
Si 1.36 -4.07 13.594 0.003 -0.003 -0.005
Si 4.068 -1.363 13.596 0.019 -0.003 -0.006
Si 6.789 1.374 13.604 -0.009 0.019 -0.003
Si -6.807 4.081 13.588 -0.007 0 -0.012
Si 6.797 -9.529 13.589 0.011 -0.008 0.001
Si -6.792 -6.812 13.583 0.001 -0.008 0.001
Si 6.805 -4.072 13.596 -0.016 -0.002 0.003
Si 9.524 -1.35 13.613 -0.004 0.007 0.01
Si -4.071 1.363 13.596 0.008 -0.003 -0.008
Si -1.373 4.07 13.606 -0.007 0.017 -0.005
Si -4.082 6.796 13.592 0 0.004 -0.005
Si -1.361 9.522 13.601 -0.012 0.003 0.001
Si -4.07 -4.077 13.596 0.003 -0.01 0.003
Si -1.337 -1.352 13.591 0.004 -0.02 -0.007
Si 0.005 0.008 14.972 0 -0.001 -0.006
Si 2.714 2.714 14.961 0.007 0.021 -0.008
Si -0.017 5.429 14.964 0.004 -0.016 0.007
Si 2.734 8.154 14.965 0.019 0.014 0.006
Si 0 -5.425 14.949 0.009 0 -0.005
Si 2.71 -2.713 14.968 -0.014 -0.002 0.002
Si 5.415 0.01 14.944 -0.014 -0.005 -0.006
Si 8.147 2.744 14.96 -0.003 -0.012 0.005
Si 5.453 5.417 14.953 -0.024 0.01 -0.005
Si 8.17 -8.179 14.937 0 0.017 0.001
Si 5.418 -5.428 14.929 0.004 -0.026 0
Si 8.158 -2.711 14.967 0 -0.009 0.018
Si -5.432 0.026 14.964 0.012 0.012 0.003
Si -2.72 2.704 14.979 -0.016 -0.008 -0.001
Si -5.443 5.43 14.943 -0.001 0 -0.005
Si -2.717 8.149 14.953 -0.015 -0.003 -0.003
Si -5.425 -5.458 14.938 -0.006 -0.003 0
Si -2.693 -2.713 14.936 0.004 0.017 0.002
O -8.112 -0.054 22.118 -0.041 -0.158 0.683
O -1.66 3.804 24.652 -0.126 0.485 0.24
O 0.494 2.328 25.263 0.332 -0.245 -0.08
O 5.409 2.844 22.166 -0.238 -0.166 0.033
O 2.65 5.33 22.017 0.052 0.057 0.261
O -5.28 -7.983 22.13 -0.116 0.226 0.484
O 2.9 7.958 -3.419 -0.524 0.332 -0.304
O -5.402 -7.533 25.046 -0.066 -0.183 -0.446
O -5.579 -2.483 25.333 -0.215 -0.168 0.398
O -2.889 -0.159 22.014 0.078 -0.092 0.326
O -5.564 5.549 0.032 0.093 -0.032 -0.173
O -6.628 6.684 23.533 -0.452 -0.053 0.179
O -4.159 -7.611 -3.513 -0.42 -0.056 -0.092
O 4.042 7.362 -5.626 0.273 0.491 0.153
O -4.801 -5.06 -3.398 -0.202 0.388 0.25
O 0.006 -5.565 -0.405 0.047 -0.068 -0.207
O 3.892 0.869 23.07 -0.374 0.348 0.129
O -3.626 -5.869 22.325 0.312 0.466 -0.097
O 1.202 -5.294 25.765 -0.277 0.088 -0.481
O 7.539 2.461 24.197 -0.083 -0.069 -0.367
O 1.54 -0.953 23.361 -0.094 0.118 -0.09
O -7.565 6.728 -1.095 -0.413 0.102 -0.201
O 1.489 -7.526 -1.264 -0.216 -0.401 -0.514
O 7.024 3.44 -1.051 -0.164 -0.105 -0.094
O 0.514 4.327 -0.861 -0.264 -0.224 0.104
O -6.818 4.228 23.918 -0.204 0.036 -0.609
O 6.854 -7.257 -4.576 -0.185 0.128 -0.603
O -7.529 4.48 -2.601 0.318 -0.061 -0.114
O 0.015 0.078 -0.477 0.019 0.198 -0.041
O -3.149 6.449 -2.624 0.409 0.152 0.309
O 2.365 0.761 -2.769 0.01 0.007 0.336
O 3.602 7.211 -1.061 -0.154 -0.193 -0.308
O -2.857 -6.5 24.683 0.424 -0.194 0.158
O 3.118 -1.376 -4.187 -0.165 -0.075 -0.159
O -3.502 -1.426 -1.45 0.365 -0.154 -0.177
O -6.461 -4.032 -5.009 -0.014 -0.029 0.053
O 3.44 5.47 -3.802 0.349 -0.186 0.373
O -1.836 -3.973 -1.304 -0.49 0.078 0.071
O -1.57 -7.971 -3.762 0.592 -0.152 0.225
O -8.158 6.922 -3.569 0.1 0.261 -0.274
O 4.714 -1.574 23.725 -0.504 0.079 -0.307
O 8.123 -5.3 22.002 -0.102 0.148 0.188
O 6.246 -6.85 22.907 -0.302 -0.002 -0.191
O -1.591 -4.597 23.21 0.348 -0.083 0.613
O -5.626 1.409 -4.399 -0.197 -0.132 0.346
O 0.795 5.479 -3.166 -0.134 0.569 -0.214
O 0.869 -0.204 25.879 -0.484 -0.247 0.412
O 1.634 -1.497 -1.846 0.037 -0.174 -0.112
O 4.897 -3.92 22.722 0.235 -0.09 0.081
O -4.904 5.437 -6.596 -0.368 0.453 -0.155
O 5.46 -2.353 -3.874 -0.277 -0.182 0.381
O -1.329 0.107 -5.782 -0.072 -0.59 -0.313
O -5.677 6.193 -2.805 0.132 0.313 -0.131
O 3.85 1.219 -6.568 -0.195 -0.129 0.187
O 6.599 7.512 24.552 0.356 -0.132 0.247
O -2.096 -5.397 -3.567 -0.456 0.14 -0.092
O 1.542 6.895 24.006 0.383 0.016 -0.391
O 6.991 -2.23 22.874 0.383 0.027 0.424
O 7.543 2.339 -3.399 -0.282 0.212 -0.093
O 0.423 4.975 25.423 -0.313 0.209 0.729
O 6.82 -0.06 -4.1 -0.187 0.044 -0.228
O 6.151 2.143 -5.623 0.307 -0.045 -0.149
O 4.558 6.798 23.081 -0.339 0.242 0.157
O -1.405 4.08 -2.664 -0.424 0.344 -0.312
O 2.518 2.824 -0.116 0.052 -0.206 -0.06
O 5.406 5.425 -0.355 -0.056 -0.015 -0.461
O 0.152 -7.684 25.324 -0.457 -0.029 0.308
O -2.618 5.549 22.208 0.102 0.083 0.523
O -8.106 -2.816 -0.397 0.027 0.015 -0.213
O 2.815 -5.431 22.103 0.047 0.018 0.442
O -4.892 0.037 25.349 0.041 -0.008 -0.421
O 7.819 -7.065 -0.802 0.206 -0.526 -0.267
O -2.433 4.565 -6.078 0.495 0.259 0.564
O -3.891 3.506 23.163 -0.667 0.255 0.22
O 4.881 2.952 24.852 -0.2 -0.117 -0.463
O 5.51 7.075 -3.546 0.061 -0.275 0.405
O -2.661 8.142 -0.352 -0.037 -0.052 -0.413
O -1.592 1.995 -1.174 0.026 0.103 -0.188
O -6.823 -4.947 -1.064 0.298 -0.132 -0.459
O -1.932 1.691 23.366 0.359 -0.317 0.268
O -2.256 -6.649 -5.897 0.142 0.138 0.021
O -3.786 -3.761 -5.546 0.172 0.323 0.605
O -6.343 -3.796 23.066 -0.218 -0.378 0.37
O -3.204 7.478 25.769 0.49 -0.021 -0.427
O 6.695 -1.285 -1.776 -0.146 0.434 0.01
O 5.075 -5.389 -3.782 -0.171 -0.04 -0.051
O 1.208 -3.867 -5.516 -0.501 0.512 -0.056
O 0.585 3.783 23.06 -0.274 -0.141 0.101
O -3.703 2.315 25.456 0.109 0.239 0.367
O -0.876 6.411 -1.316 0.319 0.233 -0.262
O -4.171 4.598 -4.169 0.109 -0.452 0.043
O -3.954 -0.474 -3.869 -0.511 -0.372 -0.178
O 7.25 -4.675 -5.142 -0.453 -0.214 -0.559
O 5.16 -1.188 -6.107 0.257 0.166 0.254
O 5.806 0.568 24.867 0.341 -0.437 0.339
O -3.27 2.026 -3.078 -0.342 0.238 0.255
O -1.546 -0.481 -3.069 0.194 0.066 0.546
O 0.981 -7.082 22.96 0.121 -0.009 0.436
O -4.599 -1.879 22.974 -0.262 0.388 0.265
O -7.077 2.08 -1.404 -0.004 -0.148 -0.164
O -5.957 3.077 -6.384 -0.155 0.232 0.376
O 4.03 -4.07 -1.621 0.029 0.553 -0.374
O 6.088 -3.615 24.954 0.404 0.128 0.363
O -7.294 5.777 26.003 -0.376 -0.034 0.138
O 3.265 -0.34 25.309 0.081 0.267 0.491
O 3.7 -4.647 25.301 -0.088 -0.324 -0.714
O 2.864 4.67 24.613 -0.177 -0.22 -0.29
O -4.894 -6.059 -5.847 -0.451 -0.562 -0.169
O -4.305 -6.336 -1.202 0.181 0.153 0.054
O -0.023 -3.891 -3.232 0.201 0.645 0.364
O -0.887 7.38 23.102 -0.253 0.118 0.244
O 5.74 -5.47 -0.249 -0.111 -0.105 -0.541
O -4.809 5.465 25.23 0.242 -0.163 -0.254
O -0.723 1.794 -3.777 0.325 0.098 -0.072
O 4.143 2.144 -4.148 0.299 0.049 0.102
O -3.985 -4.148 24.246 0.242 -0.101 0.593
O 1.695 4.328 -5.337 -0.413 -0.004 0.03
O 2.308 3.358 -2.861 -0.268 0.107 0.587
O 3.831 -6.583 -1.833 0.201 0.057 0.281
O 6.928 6.666 -5.774 0.017 -0.248 0.056
O 2.402 -5.075 -3.503 0.153 -0.067 0.068
O -7.809 1.261 -5.646 -0.137 -0.13 -0.348
O 0.152 -6.119 -4.635 0.268 -0.419 -0.186
O 7.558 -5.469 -2.774 -0.056 0.302 0.319
O -7.991 -6.803 24.536 0.285 0.399 -0.359
O -3.43 1.548 -5.595 -0.406 0.679 -0.199
O -2.526 -2.795 -3.457 -0.351 -0.179 -0.631
O 0.712 -0.513 -4.258 0.112 -0.141 -0.389
O -4.141 4.243 -1.532 0.211 -0.425 -0.278
O -6.424 2.228 25.474 -0.358 0.255 0.382
O 4.045 3.751 -6.333 0.21 0.139 -0.207
O -5.453 0.111 -0.575 0.036 -0.125 -0.176
O 8.049 -2.434 -3.843 0.584 0.258 0.106
O -6.499 -6.948 -2.587 -0.072 -0.187 -0.06
O 5.864 -6.266 25.415 -0.045 -0.216 0.502
O 1.845 -2.689 25.238 -0.19 -0.16 -0.032
O 4.298 1.874 -1.539 0.646 -0.143 -0.238
O -0.016 -2.765 22.275 -0.112 -0.064 0.22
O -8.102 -2.697 -6.458 -0.043 0.357 0.09
O -3.274 6.904 -5.169 -0.14 0.294 -0.241
O 6.614 5.121 23.087 0.415 0.289 0.034
O 5.218 5.46 25.319 0.235 0.223 0.509
O 3.739 -3.35 -5.822 0.164 -0.332 0.304
O -6.503 1.81 22.951 0.337 -0.143 0.242

Results
total energy: -101651.182 eV
total energy less fixed offsets of O -438.25, Si -107.07 eV per atom: 2.018 eV
